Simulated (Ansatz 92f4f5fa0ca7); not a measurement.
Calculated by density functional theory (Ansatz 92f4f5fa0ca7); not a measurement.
Periodic cell of 236 atoms, Si145O89B2, from a study of silicon, its oxide and their interface. The atomic structure is a simulated model.
Doubt: the cutoff is far below the 930 eV that the study's wrapper takes by default for these files, so forces and energies are approximate.
This geometry differs little from another in the collection (a relaxation step or a small displacement).

Settings: functional PBE; potential files Ansatz PAW; basis plane waves; wave-function cutoff 580 eV; density cutoff ratio 5; exchange-correlation grid ratio 1; k mesh 1 x 1 x 1, Gamma-centred; self-consistency stop 5e-08 eV per atom in the density residual; occupations fixed; spin none; net charge 0.

Cell vectors (angstrom)
a 11.6015 0 0
b 0 10.938 0
c 0 0 32.0622

Atoms: element, x, y, z (angstrom)
Si -0.1976 -0.0597 23.2624
Si 3.671 0.2041 23.0853
Si 7.5548 -0.1387 23.4395
Si 1.6886 1.3785 23.3968
Si 5.7355 1.4003 23.1867
Si 9.4413 1.2305 23.3566
Si 0.1578 5.3165 23.4531
Si 4.1212 5.3 23.3944
Si 8.0315 5.6084 23.5363
Si 2.1569 6.585 23.3601
Si 5.9671 6.7694 23.4741
Si 10.0078 6.8698 23.5869
Si 1.9032 2.6648 25.3702
Si 5.8295 2.6539 25.2512
Si 9.6289 2.6878 25.2574
Si 11.5975 4.007 25.3797
Si 3.8918 3.9741 25.3201
Si 7.7408 4.0928 25.3366
Si 1.9712 8.1528 25.1855
Si 5.773 8.1704 25.3583
Si 9.7098 8.2661 25.4201
Si 11.6378 9.5658 25.2528
Si 3.8634 9.5905 25.0638
Si 7.6892 9.5213 25.4024
Si 11.6476 -0.011 27.2011
Si 3.8989 -0.0552 27.1191
Si 7.7575 -0.0152 27.2799
Si 1.9831 1.3127 27.2713
Si 5.8257 1.3224 27.204
Si 9.6943 1.3333 27.2038
Si 11.5914 5.4706 27.2333
Si 3.8442 5.4228 27.2144
Si 7.7109 5.4611 27.2598
Si 1.9355 6.8286 27.1747
Si 5.7581 6.799 27.2676
Si 9.6534 6.8164 27.2736
Si 1.9417 2.7246 29.1705
Si 5.7928 2.7109 29.141
Si 9.6788 2.723 29.1423
Si 0.0099 4.0983 29.1612
Si 3.8657 4.0883 29.1663
Si 7.7301 4.0786 29.1715
Si 1.9394 8.186 29.1359
Si 5.7905 8.1938 29.1723
Si 9.673 8.2026 29.1809
Si 0.0081 9.5648 29.1466
Si 3.8683 9.5677 29.1232
Si 7.7327 9.5482 29.1879
Si 0 0 31.0965
Si 3.8672 0 31.0965
Si 7.7343 0 31.0965
Si 1.9336 1.3673 31.0965
Si 5.8008 1.3673 31.0965
Si 9.6679 1.3673 31.0965
Si 0 5.469 31.0965
Si 3.8672 5.469 31.0965
Si 7.7343 5.469 31.0965
Si 1.9336 6.8362 31.0965
Si 5.8008 6.8362 31.0965
Si 9.6679 6.8362 31.0965
Si 1.9336 2.7345 0.9679
Si 5.8008 2.7345 0.9679
Si 9.6679 2.7345 0.9679
Si 0 4.1018 0.9679
Si 3.8672 4.1018 0.9679
Si 7.7343 4.1018 0.9679
Si 1.9336 8.2035 0.9679
Si 5.8008 8.2035 0.9679
Si 9.6679 8.2035 0.9679
Si 0 9.5708 0.9679
Si 3.8672 9.5708 0.9679
Si 7.7343 9.5708 0.9679
Si 11.5893 0.0001 2.8912
Si 3.8533 -0.0021 2.9242
Si 7.73 -0.0041 2.895
Si 1.9194 1.3451 2.8772
Si 5.8062 1.3441 2.8615
Si 9.6468 1.3698 2.916
Si 11.5696 5.4895 2.8739
Si 3.8425 5.453 2.9219
Si 7.701 5.5068 2.9164
Si 1.917 6.8173 2.8754
Si 5.7544 6.8621 2.923
Si 9.6426 6.8641 2.9357
Si 1.8616 2.6925 4.8608
Si 5.8232 2.7258 4.7556
Si 9.5853 2.7942 4.8221
Si 11.5508 4.0918 4.7626
Si 3.8665 4.0111 4.8204
Si 7.7098 4.207 4.8854
Si 1.921 8.1358 4.8267
Si 5.747 8.279 4.8387
Si 9.6319 8.2645 4.8734
Si 11.6023 9.5664 4.8122
Si 3.7707 9.5955 4.8999
Si 7.6997 9.6349 4.8714
Si 11.5935 0.2118 6.6068
Si 3.4878 0.2285 6.7192
Si 7.6348 0.0384 6.8632
B 1.7633 1.1039 6.1286
Si 5.6135 1.3686 6.6723
Si 9.6253 1.5089 6.8008
Si 11.5889 5.4797 6.666
Si 4.0157 5.2913 6.8181
Si 7.7691 5.6601 6.8514
Si 2.0426 6.611 6.6767
Si 5.8069 6.93 6.7733
Si 9.7949 7.0275 6.9012
O 10.0382 8.0317 8.2396
O 7.6255 9.8987 8.1612
O 7.4349 4.742 8.2156
O 3.1339 10.6846 8.2832
O 2.1151 7.5881 8.0092
O 4.0882 4.3209 8.2024
O 9.8003 2.4313 8.1962
O 11.5243 4.4728 7.9814
O 5.5999 2.4536 7.9206
O 5.7946 7.9066 8.1353
O 11.4369 10.3415 8.051
O 11.2634 10.0862 21.7876
O 3.2393 10.7289 21.5001
O 5.7809 7.7688 22.1516
O 4.2212 4.4489 21.9476
O 7.6898 9.6785 22.1839
O 10.3223 7.6636 22.1626
O 1.6231 2.4093 22.0947
O 5.9502 2.4398 21.8842
O 8.4355 4.7089 22.1958
O -0.0736 4.4504 22.0325
O 2.3386 7.366 21.9126
O 9.1224 1.8855 21.8609
Si 1.946 7.8668 9.5817
Si 5.0637 0.5985 17.6582
Si 2.5424 5.4311 13.993
Si 10.5327 3.9662 13.9939
Si 8.3146 2.4079 15.2511
Si 9.5487 2.2437 20.3353
Si 10.6044 3.6193 9.0059
Si 0.0723 2.3697 11.5584
Si 11.0719 8.1952 15.3958
Si 5.2199 6.9422 14.0197
Si 5.9526 2.7093 11.1488
Si 8.5789 7.6663 19.3698
Si 8.1096 4.8428 20.6098
Si 5.9651 9.6166 15.1686
Si 2.1144 7.6443 20.3289
Si 1.9196 4.9033 18.7625
Si 4.4949 3.4433 18.0272
Si 8.5283 8.9448 16.8063
Si 0.8766 9.5196 13.2768
Si 9.9636 10.6881 11.6689
Si 5.3455 3.7004 21.017
Si 0.6105 5.5596 16.223
Si 10.8342 9.2233 9.062
Si 6.574 8.8929 21.2802
Si 7.1753 7.2211 11.4938
Si 2.7314 0.8081 12.2644
Si 10.8882 8.682 21.0281
Si 6.0671 4.35 15.687
Si 7.1491 0.5044 12.9537
B 4.801 3.244 8.7012
Si 0.9431 6.7872 11.8802
Si 6.5007 9.0803 9.0396
Si 0.6657 3.2958 21.1305
Si 9.8379 6.6207 12.8658
Si 7.8898 4.6244 9.7806
Si 4.0028 10.0749 20.1974
Si 4.3342 3.0628 13.5532
Si 3.7945 10.1977 9.696
Si 8.085 0.797 18.0084
O 11.464 3.3691 12.8129
O 9.5169 4.5749 9.7815
O 8.801 3.5996 19.845
O 4.0842 -0.078 18.7773
O 11.3085 4.6309 15.2547
O 9.9 9.9048 10.2249
O 3.8431 1.5523 13.1994
O 0.6733 9.1464 14.8522
O 6.5018 1.0299 18.3313
O 4.7335 3.1507 19.6194
O 6.3423 1.2156 11.7108
O 0.5522 8.6714 9.834
O 5.6699 4.3197 17.2795
O 8.5341 7.4059 12.348
O 4.7479 2.9204 10.0448
O 2.1018 5.6345 15.5469
O 3.4689 0.2255 10.9446
O 5.9772 7.1838 12.5915
O 2.2934 6.3647 19.3571
O 0.6592 4.9502 17.7304
O 8.4804 10.7099 12.3506
O 5.4009 10.1945 9.4683
O 0.6015 8.2122 20.1918
O 9.775 2.6847 14.6277
O 2.0545 10.622 13.2132
O 9.9854 9.1382 16.1287
O 6.1971 10.3613 13.7283
O 7.4952 1.5998 14.1076
O 1.6259 3.9346 20.0127
O 5.9411 5.8239 14.9884
O 7.3885 8.9735 15.6567
O 1.5593 1.7665 11.7073
O 7.0684 8.4432 10.4236
O 4.3153 1.9969 17.2794
O 7.3274 3.2692 10.4772
O 11.6283 7.068 16.4186
O 8.2711 10.1487 17.8348
O 3.2479 8.7082 10.0662
O 7.6071 3.8448 15.5537
O 3.1471 4.3176 17.8923
O 2.9644 3.9112 13.6508
O 1.4103 8.235 12.451
O 1.2737 5.705 13.0293
O 5.016 8.3322 14.8535
O 11.1699 2.3908 20.3311
O 11.0387 9.9902 12.6727
O 5.4013 3.5817 12.4212
O 5.1019 3.2414 14.9692
O 6.4782 4.7923 20.5435
O 8.4852 1.5666 16.6314
O 10.4609 1.2856 11.4759
O 10.9351 6.6734 11.652
O 3.2606 8.6816 19.8385
O 1.7867 6.5173 10.5012
O 7.1655 8.1957 19.9555
O 8.5014 7.5955 17.7362
O 3.737 6.4436 13.6172
O 9.5275 5.0787 13.3184
O 5.5289 9.9951 20.7446
O 10.3823 7.4309 14.1485
O 8.7716 6.1579 19.9362
O 7.2608 5.8506 10.6279
O 5.3095 10.5818 16.3343
O 9.0648 1.1429 19.2528
O 11.6638 3.1055 10.112
O 9.7401 8.7023 19.8716

Results
free energy: -143103.272 eV
free energy less fixed offsets of B -154.04, O -568.88, Si -635.61 eV per atom: -1.422 eV

Forces (eV/angstrom), in the order of the atoms: element, x, y, z
Si 0.0127 -0.0019 -0.0008
Si -0.0087 -0.0044 0.0024
Si 0.0007 -0.0027 0.0075
Si 0.0005 0.0139 0.0138
Si 0.0064 0.0048 0.0035
Si -0.0074 0.0005 -0.0011
Si 0.0116 -0.0038 0.0096
Si -0.0041 -0.0015 0.0056
Si -0.0011 0.0027 -0.0015
Si -0.003 -0.001 0.0061
Si 0.0033 0.0038 0.0115
Si -0.006 -0.0008 0.0037
Si -0.0017 -0.0094 -0.0011
Si -0.0021 0.0036 0.0061
Si 0.0058 0.0098 0.0057
Si 0.0012 -0.0011 -0.0051
Si 0.0035 -0.0011 0.0002
Si 0.0011 -0.0055 -0.0086
Si 0.0014 -0.0002 -0.0066
Si 0.001 -0.0015 -0.0052
Si 0.0049 0.0021 -0.0034
Si -0.0019 -0.0044 0.0088
Si 0.0005 -0.0001 0.0038
Si -0.0017 0.0003 0.0017
Si 0.0067 0.0072 -0.0029
Si -0.0029 0.0015 0.0058
Si -0.0025 0.0077 -0.0043
Si -0.0002 0.0099 -0.0052
Si 0.003 -0.0035 0.0043
Si -0.002 -0.007 0.0039
Si -0.0032 -0.0021 -0.0025
Si 0.0041 -0.0037 -0.0036
Si -0.0005 0.0038 -0.0007
Si 0.0015 0.0031 0.0097
Si -0.0045 0.0026 -0.0021
Si 0.0067 -0.0031 -0.0025
Si 0.0164 -0.0182 -0.0021
Si -0.0003 0.0038 -0.0102
Si 0.0091 0.0069 -0.0085
Si -0.007 0.0017 0.0059
Si -0.0098 0.0008 0.0061
Si -0.0024 -0.0021 0.0141
Si -0.0026 0.0085 -0.0078
Si -0.0122 0.0001 0.0157
Si -0.0045 0.0084 0.0155
Si 0.0021 -0.013 -0.0057
Si 0.0137 -0.0126 -0.0172
Si 0.009 -0.0044 0.0055
Si 0.0359 -0.0161 -0.0949
Si -0.0308 0.0451 -0.2035
Si -0.042 0.0257 0.0817
Si -0.0215 -0.0691 0.0496
Si -0.0127 -0.0277 -0.0916
Si 0.0015 -0.0588 -0.0933
Si 0.0074 -0.0344 -0.0134
Si 0.0188 0.0303 -0.0051
Si -0.0083 -0.0296 -0.0021
Si 0.0082 -0.0241 -0.1293
Si -0.0331 -0.0845 0.0909
Si 0.0391 -0.1214 0.1179
Si -0.0041 0.0394 -0.0108
Si -0.0326 0.0234 -0.1722
Si 0.0177 0.0195 0.0926
Si -0.0639 0.0223 -0.1227
Si 0.0067 -0.0115 0.0587
Si -0.0321 0.1143 0.2134
Si 0.0177 0.0457 -0.0675
Si -0.0659 -0.0019 0.0398
Si -0.0399 0.0158 0.1184
Si -0.0639 -0.022 -0.0846
Si 0.0027 -0.0444 0.0892
Si 0.0473 -0.0716 0.0214
Si -0.0021 -0.0199 -0.0215
Si -0.0349 -0.0181 0.0228
Si 0.0263 0.0081 0.0135
Si 0.0235 0.1397 0.0309
Si -0.0057 -0.0044 0.022
Si 0.0071 -0.0024 -0.0079
Si -0.0072 0.0036 0.0131
Si 0.0261 0.0118 0.019
Si -0.015 0.0076 -0.0538
Si -0.0243 -0.0168 0.0288
Si 0.0388 -0.0136 0.0022
Si -0.0179 0.0069 -0.0096
Si 0.0501 -0.4305 0.1655
Si -0.0119 0.0528 -0.0437
Si 0.0027 0.0421 -0.0611
Si 0.009 0.0402 -0.0198
Si -0.054 0.0557 0.0042
Si 0.0007 -0.0465 0.0497
Si -0.0091 0.0192 -0.0196
Si -0.0858 -0.0005 0.0042
Si 0.0414 -0.0286 -0.0361
Si -0.0878 -0.0435 -0.0275
Si 0.1605 -0.0735 -0.0699
Si -0.0022 0.0325 0.0063
Si 0.2489 0.1124 -0.0353
Si -0.3426 0.2089 -0.087
Si -0.0322 0.1338 0.007
B 0.0165 0.2449 0.0672
Si 0.1151 -0.1264 0.097
Si -0.1002 -0.1414 0.1046
Si -0.052 0.01 0.0062
Si 0.0443 -0.0045 -0.0367
Si -0.0319 0.0274 0.0109
Si 0.0406 -0.039 0.0582
Si 0.0019 -0.0465 -0.005
Si 0.0251 -0.0435 0.0399
O 0.0119 0.0085 -0.0101
O 0.0001 -0.0114 -0.0107
O 0.0205 0.0038 0.0136
O 0.0284 0.0192 -0.0308
O -0.0153 -0.0173 -0.0327
O 0.0207 -0.0191 0.0147
O 0.0273 0.0147 -0.0107
O -0.0014 0.0234 0.0021
O -0.0325 -0.0088 -0.0076
O 0.0166 0.0324 0.022
O 0.0232 0.0207 -0.0455
O -0.0027 0.0008 -0.0041
O 0.006 0.0017 -0.0069
O 0.0013 0.004 -0.0109
O 0.0032 -0.0014 -0.0091
O 0.0023 0.0003 -0.0088
O 0 0.003 -0.0051
O -0.0035 0.0026 -0.0145
O 0.0016 -0.0008 -0.0049
O 0.003 -0.0022 -0.0073
O -0.002 -0.0019 -0.0093
O 0.002 0.0019 -0.0105
O 0.0028 -0.0017 -0.0051
Si 0.0099 -0.0189 -0.0039
Si 0.0004 0.0014 0.0146
Si 0.0039 -0.0022 0.0055
Si 0.0005 0.0031 0.0143
Si 0.001 0.0018 0.014
Si 0.0052 0.0052 0.0109
Si 0.0006 0.0119 -0.0295
Si 0.0057 0.0114 -0.0175
Si 0.001 0.0013 0.0187
Si 0.0047 0.0041 0.0051
Si 0.0094 0.0081 -0.0377
Si 0.0005 -0.0011 0.0159
Si -0.0012 0.0022 0.016
Si 0.0012 0.0005 0.0167
Si 0.0021 0.0031 0.0158
Si -0.0014 -0.001 0.0195
Si 0.0019 -0.001 0.0154
Si -0.0017 0.0002 0.0117
Si 0.0029 0 0.0148
Si -0.0133 0.0006 0.0022
Si 0 0.0048 0.0152
Si 0.002 0.0007 0.0178
Si -0.0338 -0.0087 -0.0165
Si 0.0005 -0.0037 0.0156
Si 0.0033 -0.0181 -0.0134
Si -0.0042 0.0072 -0.0022
Si 0.002 0.0009 0.0127
Si -0.0033 0.0021 0.0122
Si -0.0068 0.0088 -0.0094
B -0.0211 0.0273 -0.0438
Si 0.004 -0.0089 -0.0253
Si -0.0033 -0.0354 -0.0512
Si 0.0043 0.0008 0.0175
Si -0.0051 0.0045 0.0011
Si -0.0102 -0.0025 -0.0373
Si 0.0003 -0.0026 0.0143
Si 0.0076 0.0008 0.0013
Si 0.0411 0.0038 0.0101
Si -0.0009 0.0003 0.0175
O 0.004 0.0024 -0.0029
O 0.0191 -0.0081 -0.0002
O 0.0016 -0.0022 -0.0062
O 0.0034 0.0009 -0.0071
O -0.0027 -0.002 -0.0071
O 0.0126 -0.0044 0.017
O -0.0036 0.0005 0.0034
O 0.0006 0.0021 -0.0107
O 0.0042 0.0029 -0.0068
O 0.0002 -0.0022 -0.012
O 0.0092 -0.0054 0.0186
O -0.001 -0.0116 0.0068
O 0.0053 0.0028 -0.0079
O 0.0071 0.0013 0.0036
O 0.0168 0.0013 0.0124
O 0.0006 -0.0003 -0.0035
O -0.0002 -0.0107 0.0028
O -0.0002 0.002 0.0023
O 0.0018 -0.0021 -0.0076
O 0.0038 0.0034 -0.01
O 0.015 0.0032 -0.0045
O -0.0485 0.0051 0.0207
O -0.0004 -0.0003 -0.0058
O 0.0026 0.0039 -0.0085
O 0.0017 0.0062 -0.0019
O 0.0026 -0.0003 -0.002
O 0.004 0.0027 -0.0013
O 0.0018 0.0028 -0.0005
O 0.0034 0.0046 -0.0091
O 0.0009 -0.0035 -0.0011
O 0.007 0.0028 -0.0042
O 0.0102 -0.0073 0.0042
O -0.0079 0.0133 0.0043
O 0.0033 0.0028 -0.0038
O -0.0031 0.0048 0.018
O 0.0019 0.0015 -0.0057
O 0.0012 0.0007 -0.0062
O -0.0122 -0.0003 0.0046
O 0.0037 -0.0035 -0.0038
O 0.0021 0.001 -0.0053
O -0.003 0.0078 -0.0008
O 0.0075 0.0041 -0.0005
O 0.0095 0.009 -0.0147
O 0.0024 0.0018 -0.0014
O -0.0004 0.0002 -0.0064
O 0.0025 0.0039 -0.0037
O -0.0003 0.0033 0.0066
O 0.0029 0.0023 -0.0056
O 0.0013 -0.0005 -0.0065
O 0.003 0.004 -0.0132
O 0.0085 -0.0014 0.0046
O 0.0049 -0.0057 0.015
O 0.0015 0.0036 -0.0068
O -0.0107 0.0324 0.0212
O 0.003 -0.0012 -0.0061
O 0.0032 0.0032 -0.0085
O 0.0001 -0.0004 0.0013
O 0.0059 0 0.0022
O 0.0007 0.0023 -0.0062
O 0.0001 0.0058 -0.0016
O 0.0024 0.0014 -0.0056
O 0.0107 -0.0016 0.011
O 0.0054 0.0011 -0.0091
O 0.0012 -0.0011 -0.0094
O -0.0093 -0.001 0.0307
O 0.0002 0.001 -0.0064

The program warned: the cutoff lies below the one the program advises for these potential files; the exchange-correlation potential is rough where the density is thin.
